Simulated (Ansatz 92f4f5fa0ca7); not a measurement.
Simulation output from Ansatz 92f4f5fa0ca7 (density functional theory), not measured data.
Periodic cell of 406 atoms, Si266O140, from a study of silicon, its oxide and their interface. The atomic structure is a simulated model.
Doubt: the cutoff is far below the 930 eV that the study's wrapper takes by default for these files, so forces and energies are approximate.
This geometry differs little from another in the collection (a relaxation step or a small displacement).

Settings
functional: PBE
potential files: Ansatz PAW
basis: plane waves
wave-function cutoff: 580 eV
density cutoff ratio: 5
exchange-correlation grid ratio: 1
k mesh: 1 x 1 x 1, Gamma-centred
self-consistency stop: 5e-08 eV per atom in the density residual
occupations: fixed
spin: none
net charge: 0

Cell vectors (angstrom)
a 15.4687 0 0
b 0 12.8259 0
c 0 0 36.3524

Atoms and the computed forces on them: element, x, y, z (angstrom), force x, y, z (eV/angstrom)
Si 0.033 1.137 33.709 0.002 -0.003 0.004
Si 3.879 1.186 33.622 0.001 0.001 0.004
Si 7.681 1.151 33.646 -0.001 -0.002 0.005
Si 11.459 1.129 33.682 -0.005 0.002 0.005
Si 1.967 7.578 33.654 -0.001 -0.001 0.003
Si 5.736 7.558 33.67 0 0 0.004
Si 9.632 7.594 33.617 -0.001 0 0.004
Si 13.487 7.577 33.676 -0.004 0 0.005
Si 1.934 5.247 34.085 0.023 0.092 0.184
Si 5.801 5.247 34.085 -0.035 -0.129 -0.72
Si 9.668 5.247 34.085 -0.222 -0.002 -0.095
Si 13.535 5.247 34.085 -0.085 -0.235 -0.141
Si 0 11.66 34.085 0.09 0.134 0.62
Si 3.867 11.66 34.085 0.056 0.162 0.436
Si 7.734 11.66 34.085 -0.507 0.074 0.181
Si 11.602 11.66 34.085 -0.231 0.142 0.421
Si 0 4.664 35.322 0.019 0.053 -0.012
Si 3.867 4.664 35.322 0.043 -0.125 -0.1
Si 7.734 4.664 35.322 0.036 0.038 -0.026
Si 11.602 4.664 35.322 0.067 -0.019 -0.034
Si 1.934 11.077 35.322 0.004 0.03 0.023
Si 5.801 11.077 35.322 0.028 0.069 0.101
Si 9.668 11.077 35.322 0.064 -0.17 -0.131
Si 13.535 11.077 35.322 0.021 0.116 -0.013
Si 0 2.332 35.734 0.045 0.035 0.102
Si 3.867 2.332 35.734 -0.015 -0.066 -0.22
Si 7.734 2.332 35.734 0.002 -0.036 -0.226
Si 11.602 2.332 35.734 -0.278 0.002 -0.107
Si 1.934 8.745 35.734 0.189 0.002 -0.061
Si 5.801 8.745 35.734 -0.159 0.015 -0.073
Si 9.668 8.745 35.734 -0.042 -0.095 -0.208
Si 13.535 8.745 35.734 -0.183 -0.066 0.07
Si 1.934 1.749 0.619 0.08 0.036 -0.036
Si 5.801 1.749 0.619 0.027 -0.051 -0.047
Si 9.668 1.749 0.619 0.022 0.041 -0.003
Si 13.535 1.749 0.619 0.073 -0.075 -0.08
Si 0 8.162 0.619 0.022 -0.059 -0.068
Si 3.867 8.162 0.619 0.034 -0.014 0.017
Si 7.734 8.162 0.619 -0.016 -0.062 -0.072
Si 11.602 8.162 0.619 0.036 0.055 0.02
Si 0 5.83 1.031 -0.019 -0.014 0.029
Si 3.867 5.83 1.031 0.012 0.031 0.02
Si 7.734 5.83 1.031 -0.065 -0.003 0.016
Si 11.602 5.83 1.031 -0.049 0.029 0.028
Si 1.934 12.243 1.031 -0.049 0.01 0.062
Si 5.801 12.243 1.031 0.007 -0.034 0.007
Si 9.668 12.243 1.031 -0.011 0.077 0.058
Si 13.535 12.243 1.031 -0.004 -0.07 -0.022
Si 1.934 5.247 2.268 0.12 -0.012 -0.282
Si 5.801 5.247 2.268 0.101 0.078 0.418
Si 9.668 5.247 2.268 -0.016 -0.058 -0.295
Si 13.535 5.247 2.268 0.094 -0.055 0.141
Si 0 11.66 2.268 -0.1 0.046 -0.142
Si 3.867 11.66 2.268 0.068 0.048 0.235
Si 7.734 11.66 2.268 -0.155 0.011 0.042
Si 11.602 11.66 2.268 0.012 0.02 0.057
Si 1.934 2.915 2.68 -0.042 -0.149 -0.019
Si 5.801 2.915 2.68 -0.019 0.102 0.055
Si 9.668 2.915 2.68 -0.041 -0.131 -0.017
Si 13.535 2.915 2.68 -0.047 0.018 -0.044
Si 0 9.328 2.68 -0.052 0.106 0.144
Si 3.867 9.328 2.68 -0.093 0.138 0.082
Si 7.734 9.328 2.68 -0.001 0.011 -0.016
Si 11.602 9.328 2.68 -0.058 -0.007 -0.018
Si 2.882 3.458 28.624 0.003 0.001 -0.003
Si -0.762 -4.154 26.994 0 -0.001 0.005
Si 7.041 -5.462 26.116 -0.001 0.001 0
Si 16.302 -2.387 27.232 -0.005 0.007 -0.003
Si 2.293 9.801 29 -0.005 0.003 -0.003
Si 7.665 1.16 28.728 0.003 0.001 0.004
Si 12.277 10.682 23.346 0.003 0.001 0.002
Si 20.889 2.144 24.525 0 -0.001 0
Si 4.729 6.648 24.281 -0.004 -0.004 0.003
Si 11.572 0.782 29.185 -0.002 0.004 -0.006
Si 16.132 6.665 27.212 -0.005 -0.002 -0.007
Si 15.394 4.139 30.855 -0.01 -0.016 -0.007
Si 2.501 5.543 26.199 0.003 0.001 -0.003
Si 7.57 11.616 22.476 0.002 0.001 0.001
Si 14.572 4.884 27.617 0.018 0.001 0.008
Si 17.342 11.04 30.93 0 0.001 -0.001
Si -5.948 8.895 29.544 0 0.005 0.003
Si 8.031 -2.501 25.181 0.001 0 0.002
Si 9.069 4.948 26.472 -0.006 -0.002 0.002
Si 9.477 0.332 30.171 -0.006 -0.001 0.002
Si -1.962 11.046 30.767 0.003 -0.007 -0.015
Si 5.705 7.912 28.947 0.002 0.001 -0.002
Si 4.378 12.033 27.393 -0.006 0.004 0.002
Si 20.307 12.814 22.251 0.002 -0.001 0.002
Si 2.417 3.059 24.607 -0.001 0.003 0.001
Si 3.746 1.074 28.926 0 -0.002 0.001
Si 11.864 0.764 24.493 -0.001 -0.003 -0.001
Si 11.959 4.776 27.554 0 -0.005 0.001
Si 0.432 3.193 28.731 -0.007 0.003 0.006
Si 3.197 10.545 21.564 0.001 0 0
Si 4.419 8.71 19.789 0.002 -0.001 0.001
Si 17.246 7.518 29.171 0.009 -0.005 0.005
Si -1.746 -3.671 29.25 0.014 0.025 0.009
Si 1.903 0.498 30.343 0 0.001 0.003
Si 11.684 -4.695 30.061 -0.012 -0.021 0.004
Si 13.507 0.564 30.495 0.002 0 0.012
Si -0.198 7.776 30.345 -0.008 0.014 0.002
Si 3.833 6.901 30.178 -0.004 -0.002 0.001
Si 7.733 7.347 30.236 0.001 -0.001 0.004
Si 11.944 5.956 29.57 -0.005 0.036 0.027
Si -1.213 5.822 29.745 -0.004 -0.01 0.012
Si 3.781 4.556 30.628 -0.004 -0.001 0.002
Si 7.85 4.833 30.501 0.002 0.001 0.003
Si 11.511 4.144 30.907 -0.003 -0.004 -0.014
Si -0.085 13.766 29.115 0.003 0 -0.003
Si 5.636 11.238 30.758 -0.001 0.003 0.001
Si 9.494 10.891 30.861 0.001 -0.003 -0.001
Si 20.174 10.151 28.834 0.007 -0.004 0.004
Si 1.932 4.091 32.052 0.006 0.001 0.003
Si 5.842 4.162 31.832 0.001 -0.003 0.003
Si 9.51 4.039 32.04 -0.007 -0.001 0.005
Si 13.478 3.813 32.17 0.011 0.017 -0.003
Si -0.087 10.512 32.094 -0.001 -0.003 0
Si 3.828 10.508 32.084 0.004 -0.002 -0.002
Si 7.541 10.502 32.055 0.001 0.001 0.004
Si 11.535 10.565 32.047 -0.002 0 0
Si 1.922 1.74 32.395 -0.002 0.002 -0.002
Si 5.807 1.826 32.345 0.001 0.002 0
Si 9.539 1.636 32.288 0.001 0.003 0
Si 13.479 1.575 32.624 0.006 -0.006 -0.007
Si -0.026 8.225 32.589 0.003 0.001 0
Si 3.864 8.124 32.31 -0.003 0 0.002
Si 7.633 8.176 32.449 0.004 -0.001 -0.001
Si 11.591 8.255 32.426 0.004 -0.002 0
Si 0 2.332 3.917 0.165 -0.038 -0.178
Si 3.867 2.332 3.917 0.231 0.019 0.346
Si 7.734 2.332 3.917 0.013 0.058 0.287
Si 11.602 2.332 3.917 0.12 -0.222 -0.355
Si 1.934 8.745 3.917 0.425 0.536 0.379
Si 5.801 8.745 3.917 0.234 0.056 0.252
Si 9.668 8.745 3.917 -0.02 -0.084 -0.623
Si 13.535 8.745 3.917 -0.126 -0.321 -0.659
Si 2.052 6.44 4.275 0.003 0 -0.001
Si 5.875 6.434 4.394 0 0 -0.001
Si 9.696 6.411 4.287 -0.001 0.001 0.001
Si 13.592 6.453 4.324 0 0.001 0
Si -0.058 12.804 4.325 0 0.002 0.002
Si 3.863 12.823 4.375 0.001 -0.001 -0.002
Si 7.662 12.823 4.343 -0.004 0.002 -0.003
Si 11.58 12.81 4.355 -0.001 -0.001 -0.001
Si 0.138 5.991 5.501 -0.001 0.001 0
Si 3.923 5.861 5.608 -0.002 -0.001 0.001
Si 7.849 5.848 5.639 0.001 -0.001 0
Si 11.63 5.884 5.514 0.001 -0.002 0.003
Si 1.867 12.318 5.56 0 0 0.003
Si 5.778 12.187 5.687 0 -0.001 -0.001
Si 9.601 12.268 5.537 0.005 0 0.002
Si 13.506 12.05 5.544 0.001 -0.002 0
Si 0.192 3.714 5.81 -0.001 -0.003 0.001
Si 3.986 3.536 6.003 0 -0.002 -0.001
Si 7.834 3.506 6.02 -0.002 0.001 -0.002
Si 11.683 3.56 5.875 -0.003 0.002 -0.002
Si 2.004 9.988 6.071 0.001 0 -0.002
Si 5.87 9.793 6.078 -0.003 0 -0.001
Si 9.67 9.93 5.89 -0.001 0.003 0.001
Si 13.56 9.73 5.981 0 0 0
Si 2.012 3.194 7.236 0.004 0 0.005
Si 3.993 5.557 9.638 0.002 -0.003 0.002
Si 9.855 3.022 7.208 0.003 0 0.002
Si 14.651 1.442 8.147 -0.006 0.002 0.006
Si 0.07 9.239 7.221 0 0 0.001
Si 7.859 13.058 8.956 -0.001 0.001 0.004
Si 15.156 12.122 12.264 0.003 -0.005 -0.005
Si 11.041 7.005 7.526 -0.002 0.003 -0.003
Si -5.944 9.855 18.336 0 0 0
Si 6.134 4.245 9.385 -0.001 -0.002 0.001
Si 8.611 6.916 7.67 0.003 0.001 0
Si 17.463 2.042 10.726 0.011 -0.022 -0.025
Si 1.371 13.776 7.385 0.007 0.001 -0.003
Si 2.098 12.927 9.361 0.012 0.024 -0.001
Si 4.399 12.544 9.453 0.002 -0.011 -0.004
Si 14.697 10.54 8.993 0.006 -0.003 0.007
Si 1.986 4.175 9.497 -0.004 -0.001 -0.009
Si 4.493 10.203 9.534 -0.004 0.003 0.008
Si 7.914 9.266 7.281 0.002 -0.003 0.004
Si 11.53 9.326 7.161 0.003 -0.004 0.008
Si 3.132 12.092 16.164 0.002 -0.004 0.002
Si 0.694 15.284 13.77 -0.015 -0.001 -0.015
Si 6.756 15.367 10.976 0.001 0.003 0.002
Si 13.475 7.16 10.57 0.004 0 0.002
Si -4.084 1.796 15.544 0.003 0.002 0
Si 4.081 1.01 11.444 0.002 -0.005 0.007
Si 11.89 5.72 9.342 -0.002 -0.001 -0.003
Si 10.255 3.919 9.413 -0.001 0 -0.004
Si 0.954 11.191 10.502 -0.014 -0.012 0.005
Si 11.474 12.774 8.838 0.005 -0.006 0.002
Si 9.131 9.259 15.429 0 0 -0.001
Si 11.554 14.698 10.316 -0.003 -0.004 0.003
Si 3.329 6.937 7.666 -0.001 -0.001 -0.002
Si 0.059 5.853 9.458 0.01 0.002 0.008
Si 14.971 6.284 15.452 -0.001 -0.003 0
Si 9.502 4.319 15.629 0.002 -0.001 -0.001
Si 0.841 7.005 7.563 0.003 0 0
Si 10.977 10.477 9.158 0.005 0.003 -0.007
Si 12.92 9.542 10.23 -0.002 0 -0.004
Si 18.209 9.696 11.003 0.011 -0.005 -0.012
Si -7.125 6.515 11.658 -0.004 0.002 0.002
Si 5.909 2.974 7.326 0 -0.002 -0.001
Si 9.707 0.696 7.536 -0.002 0.002 0
Si 18.877 0.811 14.333 0 0.001 -0.001
Si 3.945 9.252 7.366 0.002 0.003 0.003
Si 6.535 10.649 15.117 0.001 -0.001 -0.001
Si 14.196 10.637 17.573 -0.001 -0.001 0.002
Si 17.932 9.205 15.568 0.002 -0.001 -0.002
O 34.783 13.009 12.869 -0.002 0.003 -0.006
O 24.762 4.944 17.143 0 0 0.001
O 5.982 -7.577 20.871 -0.001 0 0
O 17.217 -17.384 23.55 0 -0.001 0.003
O 3.383 -15.198 16.111 0.001 0 0.001
O 15.072 0.196 25.84 0.001 0 0.002
O -5.169 0.894 21.675 0 0 0.002
O -15.744 -18.975 23.493 0.001 -0.001 0.001
O 4.408 14.88 14.688 0.001 -0.002 0.002
O 12.076 16.259 22.029 0 0 0.002
O 21.126 4.228 13.958 0.001 -0.001 0.002
O 26.494 0.727 14.382 0.001 0 0
O 51.797 1.967 11.672 -0.002 0.003 0.002
O 20.161 20.574 12.397 0.003 -0.003 0.002
O 19.308 -5.294 20.78 0 -0.001 0.002
O 11.633 5.257 20.085 0.001 0.001 0
O -5.915 10.24 14.172 0 0 0.001
O 21.686 14.22 25.752 0 -0.002 0.005
O -11.453 15.71 24.939 0 0 0.001
O 21.722 19.477 24.867 0.002 0 0.002
O 24.872 -13.235 12.609 0.002 0.001 0
O 27.652 -2.963 24.744 0.001 0 -0.001
O 11.519 10.878 27.369 0 -0.003 0
O 24.259 -1.521 18.339 0 0 0.001
O 15.086 11.403 21.03 0.001 -0.001 0.001
O 23.492 -14.213 20.903 0 -0.001 0.001
O 20.979 -2.976 14.12 -0.001 0 0.001
O -1.666 13.875 18.452 0 -0.004 0
O 28.796 16.105 19.773 -0.005 0.005 0.013
O 22.728 3.607 17.856 0.002 0.001 0.001
O 16.86 19.464 21.411 0 0 0.002
O 8.478 8.703 18.772 0.001 -0.001 0.001
O 35.445 10.077 20.667 -0.001 0.001 0.002
O 15.82 2.633 19.155 0.007 -0.003 0.003
O 12.101 -13.376 23.551 0.002 -0.003 0
O 21.421 -1.162 22.479 -0.001 0 0.001
O 10.665 2.776 19.836 0.001 0.001 0
O -6.81 4.249 25.043 0 0 -0.001
O 7.37 21.738 25.677 0.001 -0.002 0.001
O 11.384 13.086 19.396 0.001 -0.001 0
Si 8.549 -2.191 9.145 0 0.002 -0.003
Si 13.721 -9.634 6.939 0.001 0 -0.005
Si 25.973 -3.111 26.817 -0.001 0.003 0.003
Si 12.728 -4.316 25.528 0.003 0.004 0
Si 17.477 7.906 18.237 0.001 -0.001 0
Si 27.932 -6.217 20.477 0.001 -0.001 0.001
Si 13.886 15.328 10.149 0.001 0.001 -0.003
Si 26.377 0.186 12.86 -0.002 -0.001 0
Si 13.257 16.098 23.15 0.001 -0.003 0
Si 13.239 -4.86 13.576 0.002 -0.001 0.003
Si 15.936 -1.502 15.25 0.001 -0.003 0
Si 22.66 4.304 13.437 0.002 0.001 0
Si 23.747 -7.453 9.561 0.003 0.001 0.001
Si 8.648 3.521 28.516 0.002 -0.001 0.001
Si 10.311 6.804 14.042 -0.001 0 0.001
Si 14.401 -2.803 21.52 -0.002 0.001 0.004
Si 19.784 -3.799 13.377 -0.003 -0.001 -0.002
Si -0.649 -13.345 27.347 0.004 -0.001 0
Si 0.858 0.602 24.901 0 0 0.003
Si 20.157 17.576 21.714 0.001 0 0.002
Si 18.157 6.398 20.463 0.002 -0.002 0.001
Si 27.893 0.226 18.143 0.001 0.002 0.002
Si 16.15 -5.245 22.53 -0.001 -0.001 -0.001
Si 17.51 -7.645 13.971 0 -0.002 -0.002
Si 7.576 5.547 21.063 0 0 0.001
Si 29.088 -6.589 23.478 0.001 0 -0.001
Si 13.782 4.489 8.849 -0.009 -0.001 0.006
Si 7.944 3.872 23.639 0.002 -0.002 -0.001
Si 21.098 -12.995 17.459 0.001 -0.001 0
Si 13.545 12.327 7.873 -0.006 0.003 -0.002
Si 14.534 7.695 18.22 0.001 -0.001 -0.001
Si 14.018 -9.405 15.675 -0.004 0.007 -0.007
Si 3.15 -16.521 23.495 0.003 0.001 0
Si 8.1 4.924 18.272 0 -0.001 0
Si 12.357 -0.521 27.389 -0.002 -0.002 -0.001
Si 11.901 -9.143 20.423 -0.002 -0.001 0.002
Si 19.862 -10.611 20.402 0.002 0.001 0.002
Si 16.092 2.108 22.406 -0.002 -0.002 0.003
Si 24.024 -1.619 13.272 -0.002 -0.001 0.001
Si 22.805 -17.992 19.216 0 -0.001 0.003
Si 11.601 -3.407 20.682 0.001 0.001 0.002
Si 5.756 0.774 30.214 0.003 -0.001 0.004
Si -5.222 1.205 20.078 0 -0.001 0.002
Si 6.529 0.048 26.691 0.007 -0.001 -0.005
Si 13.186 -14.891 12.245 0 0.001 0.01
Si 9.382 1.251 22.968 0 0 0.003
Si 20.038 16.466 15.014 0.001 0.002 -0.001
Si 16.732 -11.105 20.176 -0.002 0.001 0.002
Si 14.272 2.6 18.654 0.006 -0.011 0.001
Si 3.48 -5.931 11.61 -0.003 0.005 0.003
Si 15.344 -11.193 11.783 -0.011 0.011 0.026
Si 0.745 -1.341 19.863 0 0 0.002
Si 7.967 12.188 19.429 0.001 0 0.002
Si 5.846 0.592 7.762 -0.002 0.003 0.002
Si 18.121 -1.659 25.86 -0.001 -0.002 0.004
Si 5.859 2.842 17.632 0.001 0 0.001
Si 26.52 -9.801 28.867 0.003 -0.012 0.009
Si 22.883 -3.305 10.807 -0.003 -0.004 0.003
O -20.487 -20.312 14.764 0 -0.001 0.002
O 10.729 5.125 26.45 0.004 0 -0.002
O 20.484 0.77 20.833 0 -0.001 0
O 21.317 -16.099 10.287 0.007 -0.002 0.001
O 18.868 -2.756 12.495 0.001 0 0.005
O 4.744 -22.525 21.718 0 -0.001 0.002
O 32.879 4.555 25.015 0 -0.004 0.003
O 25.767 1.189 24.308 -0.001 -0.001 -0.002
O 30.756 -10.26 15.146 0.012 -0.006 0.014
O 11.369 7.802 20.684 0.001 -0.002 0.001
O 34.164 17.372 14.887 0.001 -0.001 0.002
O 20.579 -10.073 19.064 0 -0.001 0.001
O 14.725 -9.805 22.476 0.001 -0.001 -0.001
O 0.209 12.081 13.847 0 0 -0.002
O 12.838 14.852 24.119 0.002 0.001 0.002
O 11.751 20.363 14.052 0.006 0.001 0
O 27.402 11.777 12.586 0.003 -0.001 0
O 32.416 12.194 16.227 0.001 0.001 0.001
O 25.476 9.554 16.793 0.001 0 0.001
O -4.308 -11.366 11.879 0.002 0.001 -0.003
O 4.589 -20.211 23.182 0.001 0 0.002
O 12.68 41.163 15.124 -0.007 -0.004 -0.001
O 2.043 -0.51 24.855 -0.001 -0.005 0.004
O 25.085 23.131 25.577 0.001 -0.001 0
O 15.53 -1.906 18.494 0.003 0 0.001
O 14.542 -14.553 16.047 0 0 0.001
O 4.927 -11.839 23.507 0 0 0.001
O -2.658 7.238 24.49 0 -0.002 0.001
O 21.593 -11.491 17.046 0.001 -0.001 0
O 26.202 -2.859 19.429 0.002 0 0.001
O 28.78 -3.233 13.419 0 -0.001 -0.005
O 29.048 6.965 19.333 0 -0.001 0.001
O 45.002 -7.87 15.136 -0.001 0.002 0.002
O 17.007 1.983 25.482 0.002 -0.001 -0.002
O 25.247 -6.142 12.485 0 -0.001 0
O 14.874 6.603 17.052 0.001 0.001 0.001
O 13.373 4.696 23.974 0 0.001 0.003
O 32.9 -17.563 16.638 0.002 0 0.002
O 21.519 20.177 27.417 -0.001 0 0.005
O 13.601 7.123 12.219 -0.001 0.001 -0.004
O 19.435 -0.189 17.507 -0.001 -0.001 -0.001
O 37.384 -9.545 23.947 0.002 0.001 0.002
O 14.342 7.565 14.686 -0.002 0.002 -0.002
O -12.216 -3.937 18.655 0.001 0 0.001
O 18.832 8.36 14.525 0 0.001 0.001
O -22.793 25.854 23.059 0.003 0.002 0.001
O 31.446 -4.639 18.841 0.001 0 0.001
O 11.416 -4.467 26.531 0.001 -0.003 0.001
O 16.604 9.868 14.896 0.001 0 0.002
O 38.903 17.973 22.596 0.001 -0.001 0.003
O 32.91 10.585 20.464 0.002 -0.001 0.002
O 7.314 -6.454 18.189 0.001 -0.001 0
O -29 1.502 14.196 0.008 -0.006 0
O 12.061 13.204 26.044 0.002 -0.001 0.005
O 8.45 4.77 19.889 0.001 0 0
O 27.136 -11.93 16.871 0 0 -0.001
O 33.586 -19.627 12.721 0.001 -0.003 0.001
O 9.39 -29.194 27.929 0 -0.001 0.001
O 18.76 -15.64 24.877 0.001 0.001 0.004
O 33.356 -30.427 11.021 -0.001 0.001 0.002
O -7.484 -15.215 23.532 0.001 -0.001 0.002
O 5.87 -17.279 19.159 -0.001 0 0.001
O 7.567 -9.642 12.28 0.001 -0.002 -0.002
O 31.277 -12.027 23.365 0.002 0.001 0.001
O 5.906 -14.122 16.318 0.001 0 0.001
O 8.369 -6.368 26.47 0.004 -0.001 0.001
O 21.908 12.294 18.84 0.001 -0.001 0.001
O 11.276 22.953 22.145 0.001 0 0.001
O 7.712 10.392 12.157 0 -0.002 0
O 7.759 -4.845 11.236 0 0.004 0.001
O 31.971 -19.61 14.929 0.002 -0.001 0.001
O 23.596 -8.699 14.764 0 -0.001 0.001
O 7.346 18.606 12.745 0.001 -0.001 0.001
O 44.143 -3.143 20.453 0.001 -0.001 0.001
O 24.77 -5.115 14.957 0.002 -0.001 0.001
O 8.737 13.651 19.535 0.001 0 0
O 22.863 -13.889 14.277 0.002 -0.001 0.001
O 7.543 9.523 15.753 0.001 -0.001 0.001
O 18.629 4.559 27.38 0.001 -0.003 0.004
O 18.866 -0.769 22.17 -0.001 -0.001 0.001
O 32.146 -12.644 19.645 0.002 -0.001 0
O -1.389 -9.372 17.295 -0.001 0.009 0.001
O 7.663 1.329 10.262 0.003 -0.002 -0.003
O -1.643 23.199 22.979 -0.003 0 0
O 18.798 -7.846 20.847 0 0 0.001
O 24.252 2.744 22.827 0.001 -0.001 0.003
O 16.658 -21.695 13.313 0.006 0.007 0.002
O -2.298 32.034 21.924 0.001 0 0.002
O -1.651 21.87 17.624 0.001 0 0
O 33.75 2.178 20.069 0.001 -0.001 0
O 20.477 -21.912 16.578 0 0 0
O 28.339 -1.325 17.965 0.002 -0.002 0
O 23.187 -5.674 20.74 0.001 0 0
O -11.058 -17.572 23.56 0 0.002 0.001
O 17.829 -6.403 18.858 0 0 0.002
O 1.963 2.863 23.04 0.002 0 0.003
O 25.637 2.842 15.804 0.001 0 0.001
O 30.831 -4.091 21.693 0.001 -0.001 0.001
O 19.175 -19.219 25.536 0.004 0.001 -0.002
O 7.31 -1.179 25.862 -0.002 0.002 0.003

Results
free energy: -248711.883 eV
free energy less fixed offsets of O -568.88, Si -635.61 eV per atom: 3.577 eV

The program warned: the cutoff lies below the one the program advises for these potential files; the exchange-correlation potential is rough where the density is thin.
